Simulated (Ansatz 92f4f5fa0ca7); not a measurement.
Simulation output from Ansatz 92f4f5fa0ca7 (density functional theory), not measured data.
Periodic cell of 227 atoms, Si134O92H1, from a study of silicon, its oxide and their interface. The atomic structure is a simulated model.

Settings
functional: PBE
potential files: Ansatz PAW
basis: plane waves
wave-function cutoff: 700 eV
density cutoff ratio: 5
exchange-correlation grid ratio: 1
k mesh: 2 x 2 x 1, shifted by 0.5 0.5 0.5 of a step
self-consistency stop: 5e-08 eV per atom in the density residual
occupations: fixed
spin: none
net charge: +1 e, with a uniform compensating background and no finite-size correction

Cell vectors (angstrom)
a, 10.938, 0, 0
b, 0, 10.938, 0
c, 0, 0, 32.9298

Atoms and the computed forces on them: element, x, y, z (angstrom), force x, y, z (eV/angstrom)
Si, 0.3003, -0.2272, 25.4743, 0.0189, -0.0218, -0.0163
Si, 5.8648, -0.243, 25.4746, 0.0171, -0.0184, -0.0101
Si, 2.5222, 3.0808, 25.332, -0.0195, 0.0061, -0.0318
Si, 7.9397, 3.2113, 25.3644, -0.0184, 0.0134, -0.0255
Si, 0.2484, 5.3478, 25.3135, 0.0185, -0.0039, -0.0389
Si, 5.7052, 5.4936, 25.4746, 0.0281, 0.0158, -0.0249
Si, 2.4897, 8.4035, 25.5137, -0.022, 0.0039, -0.0191
Si, 8.0168, 8.3762, 25.7678, -0.0205, -0.0111, -0.0073
Si, 1.4119, 1.4503, 26.71, -0.0088, -0.0053, -0.0109
Si, 6.8892, 1.4827, 26.6943, 0.0021, 0.0036, -0.0028
Si, 4.0953, 4.2103, 26.6883, -0.0023, 0.0015, 0.0147
Si, 9.5973, 4.2022, 26.7051, 0.0056, 0.0021, 0.0173
Si, 1.3389, 6.847, 26.8092, -0.0137, -0.0259, -0.0118
Si, 6.8112, 6.863, 27.016, -0.0263, -0.0238, -0.0126
Si, 4.1386, 9.6106, 26.7281, -0.0099, -0.0069, -0.0093
Si, 9.6456, 9.6326, 26.8467, -0.0068, -0.0167, 0.0008
Si, 2.7472, 0.0404, 28.1079, -0.0052, -0.0079, 0.001
Si, 8.2051, 0.0685, 28.1307, -0.0087, 0.0077, -0.0077
Si, -0.025, 2.7492, 28.0974, 0.0085, 0.0117, 0.0005
Si, 5.4335, 2.7673, 28.0858, 0.0098, 0.0045, 0.0043
Si, 2.7358, 5.4888, 28.1436, -0.0034, -0.0209, -0.0013
Si, 8.2441, 5.4616, 28.1952, -0.0035, -0.0292, -0.0161
Si, -0.0121, 8.1967, 28.1854, 0.0091, 0.0177, -0.005
Si, 5.3942, 8.2496, 28.2089, -0.0017, 0.0235, -0.0108
Si, 4.1018, 1.3673, 29.5116, 0.1064, 0.1545, -0.1724
Si, 9.5708, 1.3673, 29.5116, 0.0667, 0.2571, 0.0367
Si, 1.3673, 4.1018, 29.5116, -0.0778, -0.0317, -0.2567
Si, 6.8362, 4.1018, 29.5116, -0.0531, -0.2273, -0.1303
Si, 4.1018, 6.8362, 29.5116, -0.3387, 0.0208, 0.394
Si, 9.5708, 6.8362, 29.5116, 0.0605, 0.0565, 0.5115
Si, 1.3673, 9.5708, 29.5116, 0.2274, 0.1169, -0.1579
Si, 6.8362, 9.5708, 29.5116, 0.0213, 0.365, -0.0836
Si, 0, 0, 30.8788, 0.0552, 0.0322, -0.0458
Si, 5.469, 0, 30.8788, 0.1055, 0.0517, -0.0011
Si, 2.7345, 2.7345, 30.8788, -0.0096, -0.0276, -0.0439
Si, 8.2035, 2.7345, 30.8788, -0.0273, -0.0318, 0.0094
Si, 0, 5.469, 30.8788, 0.0145, 0.0445, 0.0191
Si, 5.469, 5.469, 30.8788, 0.0419, 0.0386, -0.0402
Si, 2.7345, 8.2035, 30.8788, 0.0274, -0.0349, 0.038
Si, 8.2035, 8.2035, 30.8788, 0.0446, -0.0243, -0.028
Si, 1.3673, 1.3673, 32.2461, -0.0033, 0.0086, 0.0179
Si, 6.8362, 1.3673, 32.2461, -0.0136, -0.0051, 0.0003
Si, 4.1018, 4.1018, 32.2461, -0.0036, 0.0152, -0.0029
Si, 9.5708, 4.1018, 32.2461, -0.0037, 0.0132, -0.0162
Si, 1.3673, 6.8362, 32.2461, -0.0212, 0.0439, 0.0028
Si, 6.8362, 6.8362, 32.2461, -0.0314, 0.0372, 0.0124
Si, 4.1018, 9.5708, 32.2461, -0.0264, -0.0262, -0.0176
Si, 9.5708, 9.5708, 32.2461, -0.0533, -0.027, 0.0064
Si, 2.7345, 0, 0.6835, 0.0523, -0.0574, -0.0046
Si, 8.2035, 0, 0.6835, -0.0293, 0.043, 0.0192
Si, 0, 2.7345, 0.6835, -0.0328, 0.0235, -0.0206
Si, 5.469, 2.7345, 0.6835, 0.0708, -0.0433, -0.0013
Si, 2.7345, 5.469, 0.6835, 0.0014, 0.0046, 0.0123
Si, 8.2035, 5.469, 0.6835, 0.0293, -0.0259, -0.0018
Si, 0, 8.2035, 0.6835, 0.0764, -0.0328, -0.0003
Si, 5.469, 8.2035, 0.6835, -0.0145, 0.0416, -0.0165
Si, 4.1018, 1.3673, 2.0507, -0.0753, 0.0258, 0.0098
Si, 9.5708, 1.3673, 2.0507, 0.0988, 0.0429, -0.0033
Si, 1.3673, 4.1018, 2.0507, -0.0615, -0.0722, -0.0144
Si, 6.8362, 4.1018, 2.0507, -0.0428, 0.0721, 0.0086
Si, 4.1018, 6.8362, 2.0507, 0.0918, 0.0763, 0.0289
Si, 9.5708, 6.8362, 2.0507, -0.1336, 0.0254, 0.0443
Si, 1.3673, 9.5708, 2.0507, -0.0545, -0.0289, -0.0165
Si, 6.8362, 9.5708, 2.0507, -0.0857, -0.1752, -0.0058
Si, 0, 0, 3.418, 0.2596, 0.2619, -0.4342
Si, 5.469, 0, 3.418, -0.1462, -0.2402, 0.2683
Si, 2.7345, 2.7345, 3.418, -0.1439, -0.1722, -0.1909
Si, 8.2035, 2.7345, 3.418, 0.2051, 0.2052, 0.2196
Si, 0, 5.469, 3.418, 0.011, -0.5127, 0.3463
Si, 5.469, 5.469, 3.418, 0.2884, 0.0266, -0.0188
Si, 2.7345, 8.2035, 3.418, -0.1437, -0.0063, -0.0387
Si, 8.2035, 8.2035, 3.418, -0.3254, -0.2475, -0.316
Si, 1.3863, 1.3343, 4.7951, -0.0054, -0.0052, -0.0042
Si, 6.8444, 1.3746, 4.7658, 0.0122, 0.0109, 0.0179
Si, 4.0915, 4.0916, 4.7362, 0.0047, 0.0065, 0.0049
Si, 9.6102, 4.0319, 4.8955, 0.004, 0.015, -0.0056
Si, 1.3939, 6.7935, 4.7774, 0.0104, -0.0096, 0.0212
Si, 6.8902, 6.7957, 4.8144, -0.0147, -0.0242, 0.0126
Si, 4.0527, 9.5526, 4.8182, 0.0197, 0.0004, -0.0118
Si, 9.55, 9.5994, 4.6795, -0.003, -0.0089, 0.0172
Si, 2.6894, -0.0095, 6.2463, -0.0412, 0.0055, 0.0034
Si, 8.2075, -0.0395, 6.0881, 0.0015, -0.0092, -0.0069
Si, 0.0392, 2.5481, 6.3114, 0.0107, 0.0133, 0.0088
Si, 5.446, 2.716, 6.0819, 0.0013, -0.0111, 0.0178
Si, 2.7108, 5.3722, 6.1629, 0.0053, 0, -0.0054
Si, 8.2891, 5.4378, 6.3027, -0.0016, 0.0073, -0.0224
Si, -0.098, 8.1715, 5.9702, 0.0023, -0.0097, -0.0032
Si, 5.3725, 8.0952, 6.1153, -0.0124, 0.0149, -0.0151
Si, 3.9062, 1.6085, 7.4848, 0.0009, 0.0598, 0.0295
Si, 9.7571, 0.871, 7.6315, -0.0336, 0.0073, 0.0295
Si, 1.6313, 3.7883, 7.5607, 0.036, -0.006, 0.0319
Si, 6.6448, 4.1981, 7.441, -0.0348, 0.0038, 0.0335
Si, 4.3862, 6.3923, 7.4685, 0.0311, -0.0302, 0.0478
Si, 9.298, 7.2863, 7.5148, -0.0126, 0.0581, 0.0451
Si, 1.0888, 9.5406, 7.3831, -0.0222, -0.0371, 0.0234
Si, 6.9211, 9.3738, 7.2682, 0.021, 0.0061, 0.0356
O, 5.5377, 5.3139, 7.9499, 0.0088, 0.0016, 0.013
O, -0.2682, -0.6553, 8.4324, 0.0293, 0.0051, 0.0056
O, 2.8043, 2.7139, 7.9982, 0.0058, 0.0017, 0.0208
O, 7.9382, 8.1767, 7.7182, 0.0056, -0.0122, 0.0226
O, 1.4216, 9.5725, 25.0447, -0.0042, 0.0015, -0.0383
O, 6.7637, 4.3164, 24.9879, -0.0002, 0.0104, -0.0328
O, 6.9792, 9.514, 25.2029, 0.0043, 0.0028, -0.0534
O, -0.3274, 6.0575, 23.9161, 0.0007, -0.0191, 0.0166
O, 6.5122, 10.1788, 8.6525, -0.0318, -0.0149, 0.0034
O, 1.1101, 4.4394, 8.9806, 0.0145, -0.0141, -0.0027
O, 1.6994, 8.4938, 8.4967, -0.0058, 0.0339, 0.001
O, 7.2069, 3.3579, 8.7359, 0.0113, 0.0041, 0.0013
O, 9.959, 7.6526, 9.0248, 0.0042, 0.0146, 0.0022
O, 4.6118, 1.077, 8.8853, -0.0069, -0.0244, -0.0111
O, 3.7672, 6.8743, 8.9251, -0.0073, 0.0211, -0.0172
O, 9.1822, 1.574, 8.9801, 0.0148, -0.0154, -0.024
O, 5.5188, 0.2486, 23.949, -0.0039, -0.0187, 0.0001
O, 8.6542, 2.8822, 23.9212, -0.0191, -0.0006, -0.0008
O, 8.4123, 6.1188, 22.2914, 0.0181, -0.0029, -0.0144
O, 5.266, 6.3987, 24.1627, -0.0142, -0.02, 0.0079
O, 8.4793, 7.4247, 24.5331, 0.0239, 0.0165, -0.017
O, 3.2871, 2.4589, 24.0002, -0.0248, 0.0089, 0.0077
O, 2.9089, 7.575, 24.149, 0.0257, 0.0255, -0.0005
O, 10.6058, 0.3131, 24.0619, 0.0235, -0.0045, -0.0044
Si, 5.6718, 10.04, 12.3563, -0.0079, -0.0022, 0.0061
Si, 9.5212, 4.9223, 14.6924, -0.0053, 0.0026, 0.0027
Si, 17.8257, 15.2328, 16.515, -0.0006, 0.0005, 0.0033
Si, 2.8752, 8.407, 18.3803, -0.0016, 0.0011, 0.0118
Si, 4.1959, 4.1694, 14.8807, 0.0079, 0.0055, -0.0054
Si, 0.0782, 0.6912, 22.5183, 0.0116, -0.0049, 0.0027
Si, 3.6304, 14.2537, 19.8399, 0.0005, 0.003, 0.0031
Si, -2.2992, 2.5448, 22.3312, -0.0092, -0.0062, -0.0061
Si, -2.3243, 9.5805, 12.235, -0.0018, -0.0022, 0.0012
Si, 2.9674, 1.7627, 22.5415, -0.0074, -0.0043, -0.0002
Si, 6.1926, 1.9838, 18.4759, 0.0065, -0.0011, 0.0035
Si, 8.1605, 2.5768, 9.7833, -0.0087, 0.0116, 0.0125
Si, 10.2056, -1.8335, 9.744, -0.0082, -0.0348, 0.0252
Si, 14.0333, 8.2851, 9.3482, 0.0065, 0.0147, 0.0142
Si, 1.3924, 7.7734, 11.4868, 0.0072, -0.0043, 0.0119
Si, 7.2198, 11.3857, 20.9428, 0.0008, -0.0038, 0.0046
Si, 8.5422, 5.2835, 20.9003, 0.0007, -0.0001, 0.0019
Si, 1.5322, 4.7425, 10.5333, 0.0096, -0.0075, 0.007
Si, 14.7939, -4.4796, 20.2799, -0.0036, -0.0002, 0.0049
Si, -1.1646, 9.3831, 21.2667, 0.0026, 0.0013, 0.0019
Si, 6.6198, 6.2742, 18.9455, -0.0004, 0.0018, 0.0026
Si, 12.6058, 1.593, 18.0425, -0.0047, 0, 0.0129
Si, 3.7741, -1.345, 14.6327, 0.0034, 0.0003, -0.0016
Si, 11.3517, 7.9203, 16.7431, -0.005, 0.0007, 0.0038
Si, 2.6895, 12.5602, 14.1243, -0.0034, 0.0013, -0.0116
Si, 4.9333, -0.5221, 22.6269, 0.0021, -0.0046, 0.0032
Si, 10.9694, 2.4207, 15.5161, 0.0022, -0.0034, 0.0049
Si, 4.1045, 10.8423, 17.3516, 0.0021, -0.0046, 0.0022
Si, 2.9174, 6.8957, 15.944, -0.0014, 0.001, 0.0067
Si, 3.8273, 3.4628, 12.091, -0.0034, 0.0012, -0.0046
Si, -1.58, 7.37, 19.0253, 0.0034, 0.0032, 0.0014
Si, 6.4949, 1.9547, 12.2009, -0.006, 0.0014, 0.0035
Si, 8.9818, 12.4431, 13.5723, -0.0004, 0.0008, 0.0047
Si, 9.9436, 3.634, 11.9479, -0.001, 0.0003, 0.0018
Si, 9.3822, 6.9606, 23.2861, -0.0089, 0.0144, 0.0102
Si, 4.2643, 7.3382, 23.2708, -0.0013, 0.0039, 0.0097
Si, 5.0751, -0.4193, 9.3232, -0.0004, -0.0111, -0.0004
Si, 10.5762, -3.1047, 14.0066, 0.0022, 0.0021, 0.0066
O, 7.2857, 1.7086, 21.9914, 0.024, 0.0009, -0.0104
O, 3.7548, 9.7725, 18.5546, -0.0123, -0.0063, -0.0372
O, 8.9092, 3.7887, 21.3341, -0.0152, 0.0063, 0.0091
O, 8.7927, 10.8944, 13.1589, -0.0061, 0.0019, -0.0026
O, 9.9468, 8.6622, 19.817, -0.0149, -0.0128, 0.0135
O, 10.9043, 8.7284, 15.3603, 0.0088, -0.0244, 0.0012
O, 13.8071, 8.3203, 10.9744, 0.0029, -0.0055, -0.0339
O, 1.3689, 1.6366, 22.4539, 0.0038, -0.007, 0.0032
O, 4.0091, 4.5427, 13.2991, -0.0085, -0.0349, -0.0035
O, 9.6447, 5.9972, 19.8976, -0.0339, 0.0133, 0.0056
O, 3.5246, -8.2232, 21.3523, -0.0086, -0.0112, -0.0046
O, 11.9321, 7.6413, 13.0616, -0.0153, 0.004, -0.0196
O, 1.296, 6.3339, 10.7511, -0.0052, 0.0017, 0.005
O, 5.1154, 13.86, 19.2742, -0.0099, -0.0097, -0.0103
O, 11.3662, -2.0088, 10.8437, -0.0027, -0.0076, -0.0245
O, 5.8197, 10.6245, 21.2793, 0.002, 0.009, 0.0189
O, 9.0073, -1.1803, 10.6244, 0.0094, -0.0023, -0.0075
O, 3.036, 8.1439, 14.8708, -0.0035, -0.0021, 0.0204
O, 3.5621, 13.5953, 15.0899, -0.0078, 0.0102, -0.015
O, -1.0877, 1.5934, 21.9105, -0.0035, -0.0055, 0.0104
O, 1.3264, 6.6595, 16.2404, 0.0114, 0.033, 0.0108
O, 3.0485, 4.2013, 10.8548, -0.0247, -0.0011, 0.0189
O, 7.0442, 9.1883, 12.2088, 0.0154, 0.0186, 0.0059
O, 7.2048, 1.1346, 19.4516, -0.0177, 0.0051, 0.0096
O, 4.7677, -1.7138, 13.4019, 0.0052, 0.0275, -0.0065
O, 0.1449, 10.3012, 21.5807, -0.0178, 0.0138, 0.0128
O, 8.2397, 15.6163, 15.673, 0.0077, -0.0011, -0.0015
O, 2.9959, 2.1353, 12.5854, 0.0202, 0.0282, 0.0178
O, 16.3057, 0.8464, 17.6627, -0.0125, 0.0104, 0.0121
O, 14.8853, -4.3989, 21.8989, 0.0073, 0.0167, -0.001
O, 11.443, 13.1287, 17.0484, 0.0156, -0.0077, -0.0108
O, 9.0058, 14.6397, 10.6044, 0.0019, -0.0348, 0.0072
O, 9.9544, 6.479, 14.6436, -0.0001, -0.0083, -0.001
O, -7.3109, 7.4188, 17.3118, -0.035, 0.013, -0.0041
O, 1.1303, 1.8288, 14.4818, 0.0109, 0.0125, 0.0202
O, 1.3813, 8.8181, 17.7514, 0.0129, -0.0261, -0.0035
O, 2.4488, 13.7154, 18.8505, 0.0122, -0.0183, -0.0003
O, 15.9478, -0.6997, 10.8934, 0.0176, 0.0039, -0.0073
O, 10.7585, 4.0214, 15.2616, -0.0232, -0.0118, -0.0067
O, 7.3073, 1.6253, 10.8033, 0.0175, 0.0204, 0.0021
O, 3.5032, 11.1611, 22.3954, 0.0089, 0.0123, -0.0075
O, 5.3667, 3.0251, 11.7336, -0.0114, -0.0177, 0.0154
O, 3.4894, 5.4276, 15.6142, 0.0041, -0.0067, 0.0041
O, 2.9302, 10.9361, 14.1874, 0.0154, -0.0049, 0.0093
O, -3.355, 13.3038, 13.3581, 0.0269, -0.019, -0.0107
O, 7.7355, 7.4736, 18.8054, 0.0113, -0.0291, 0.0134
O, 4.526, -0.9239, 16.0091, -0.0255, -0.001, -0.0024
O, 9.2808, 4.5746, 13.1003, 0.0226, -0.0318, -0.0073
O, 4.8618, 8.8149, 22.9188, -0.006, -0.0018, -0.0046
O, 5.8385, 11.5685, 12.8796, -0.0002, -0.0044, -0.0123
O, -1.3907, 1.6732, 15.0965, 0.0118, 0.0139, -0.0304
O, 11.9269, 0.6376, 19.1669, 0.0041, -0.0338, -0.0555
O, 3.4632, 4.9357, 19.8767, 0.0121, 0.0023, 0.0066
O, 9.4606, 8.4232, 12.9806, -0.0095, 0.0088, 0.001
O, 7.1338, 5.2167, 20.0868, 0.0235, 0.0233, -0.0145
O, -0.8639, 7.3595, 17.5673, 0.0163, 0.0125, 0.0056
O, 5.7283, 4.0859, 15.3907, -0.0053, 0.0027, 0.0141
O, 8.3952, 10.2658, 21.1744, 0.0043, 0.0078, -0.0044
O, 10.0421, 13.0355, 12.4779, -0.0333, 0.0262, 0.008
O, 9.8382, 8.2807, 22.4658, -0.0131, -0.0154, -0.0098
O, -10.413, 4.026, 11.5736, -0.007, 0.0036, -0.0144
O, 5.2445, -4.0407, 19.5323, -0.0075, -0.0179, 0.0054
O, 7.0427, 13.8709, 17.4313, -0.0221, 0.0099, -0.0005
O, 13.6846, 11.7211, 17.0978, 0.0021, -0.0013, 0.0338
O, 3.983, -1.4555, 8.7072, 0.0113, -0.0054, 0.0243
O, 2.7409, 7.5665, 19.7752, 0.0235, -0.0028, -0.0195
O, 1.3589, 4.1879, 24.8641, -0.0004, 0.01, -0.021
O, 6.463, 16.4699, 17.5012, 0.0183, -0.0131, 0.0087
H, 11.6804, -0.2622, 18.8936, 0.0141, 0.0514, 0.0178

Results
free energy: -137546.645 eV
free energy less fixed offsets of H -17.10, O -569.03, Si -635.61 eV per atom: -7.045 eV

The program warned: the cutoff lies below the one the program advises for these potential files; the exchange-correlation potential is rough where the density is thin.
